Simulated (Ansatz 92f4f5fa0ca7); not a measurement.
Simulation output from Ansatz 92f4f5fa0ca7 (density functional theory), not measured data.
Periodic cell of 221 atoms, Si132O88H1, from a study of silicon, its oxide and their interface. The atomic structure is a simulated model.
Doubt: the cutoff is far below the 930 eV that the study's wrapper takes by default for these files, so forces and energies are approximate.
This geometry differs little from another in the collection (a relaxation step or a small displacement).

Settings
functional: PBE
potential files: Ansatz PAW
basis: plane waves
wave-function cutoff: 580 eV
density cutoff ratio: 5
exchange-correlation grid ratio: 1
k mesh: 1 x 1 x 1, Gamma-centred
self-consistency stop: 5e-08 eV per atom in the density residual
occupations: fixed
spin: none
net charge: +1 e, with a uniform compensating background and no finite-size correction

Cell vectors (angstrom)
a 10.938 0 0
b 0 10.938 0
c 0 0 33.3692

Atoms: element, x, y, z (angstrom)
Si -0.2055 0.1981 25.804
Si 5.9713 -0.5514 25.8199
Si 2.8561 2.8018 25.8946
Si 8.3431 2.3205 25.9705
Si -0.4833 6.0098 25.7807
Si 5.3642 5.6954 25.8534
Si 3.0161 7.8413 25.8814
Si 8.2241 8.2243 26.2021
Si 1.4192 1.3606 27.1201
Si 6.8634 1.144 27.291
Si 4.2236 4.1082 27.2339
Si 9.5238 4.1287 27.0445
Si 1.3276 6.7954 27.1792
Si 6.8116 6.8038 27.3492
Si 4.1833 9.4735 27.14
Si 9.6859 9.6243 27.3136
Si 2.7718 -0.0358 28.5086
Si 8.2635 -0.0602 28.681
Si 0.0131 2.7659 28.4924
Si 5.5267 2.6682 28.5752
Si 2.7387 5.4338 28.5655
Si 8.2205 5.4043 28.5857
Si 0.0713 8.1903 28.6095
Si 5.4613 8.196 28.6425
Si 4.1018 1.3673 29.951
Si 9.5708 1.3673 29.951
Si 1.3673 4.1018 29.951
Si 6.8362 4.1018 29.951
Si 4.1018 6.8362 29.951
Si 9.5708 6.8362 29.951
Si 1.3673 9.5708 29.951
Si 6.8362 9.5708 29.951
Si 0 0 31.3182
Si 5.469 0 31.3182
Si 2.7345 2.7345 31.3182
Si 8.2035 2.7345 31.3182
Si 0 5.469 31.3182
Si 5.469 5.469 31.3182
Si 2.7345 8.2035 31.3182
Si 8.2035 8.2035 31.3182
Si 1.3673 1.3673 32.6855
Si 6.8362 1.3673 32.6855
Si 4.1018 4.1018 32.6855
Si 9.5708 4.1018 32.6855
Si 1.3673 6.8362 32.6855
Si 6.8362 6.8362 32.6855
Si 4.1018 9.5708 32.6855
Si 9.5708 9.5708 32.6855
Si 2.7345 0 0.6835
Si 8.2035 0 0.6835
Si 0 2.7345 0.6835
Si 5.469 2.7345 0.6835
Si 2.7345 5.469 0.6835
Si 8.2035 5.469 0.6835
Si 0 8.2035 0.6835
Si 5.469 8.2035 0.6835
Si 4.1018 1.3673 2.0507
Si 9.5708 1.3673 2.0507
Si 1.3673 4.1018 2.0507
Si 6.8362 4.1018 2.0507
Si 4.1018 6.8362 2.0507
Si 9.5708 6.8362 2.0507
Si 1.3673 9.5708 2.0507
Si 6.8362 9.5708 2.0507
Si 0 0 3.418
Si 5.469 0 3.418
Si 2.7345 2.7345 3.418
Si 8.2035 2.7345 3.418
Si 0 5.469 3.418
Si 5.469 5.469 3.418
Si 2.7345 8.2035 3.418
Si 8.2035 8.2035 3.418
Si 1.2642 1.4802 4.7542
Si 6.813 1.388 4.8195
Si 4.1163 4.0648 4.8147
Si 9.5118 4.1537 4.8446
Si 1.352 6.8473 4.7542
Si 6.7855 6.8998 4.8286
Si 4.1296 9.5706 4.8014
Si 9.5531 9.5855 4.6583
Si 2.6387 0.0328 5.9503
Si 8.2661 -0.0105 6.041
Si -0.097 2.8212 6.2986
Si 5.4529 2.6962 6.3002
Si 2.7597 5.5502 6.1237
Si 8.0927 5.4879 6.22
Si -0.0751 8.2297 5.9904
Si 5.529 8.3355 6.3253
Si 3.666 1.5284 7.3807
Si 9.7806 1.0513 7.4717
Si 1.6222 3.9911 7.4896
Si 6.521 4.3736 7.6415
Si 4.321 6.6764 7.4804
Si 9.3557 7.1018 7.3565
Si 1.0796 9.8169 7.2262
Si 7.287 9.4712 7.5942
O 1.8697 3.8925 25.1607
O 7.1506 9.2642 25.4056
O 2.7161 2.8377 7.821
O 8.3467 8.2424 8.0584
O 5.3751 5.5148 7.9822
O 0.0499 -0.0013 7.8685
O 4.1606 6.7394 25.3599
O 9.5418 1.2966 25.402
O 1.7509 9.0603 8.4961
O 1.3747 4.6169 9.4081
O 9.0034 1.3407 8.9016
O 6.9936 10.469 8.9165
O 3.671 0.6896 8.8247
O 3.5735 7.1582 8.865
O 7.044 3.8947 9.1489
O 10.3498 6.2737 8.429
O 3.8526 2.1183 24.7684
O 5.4254 0.0154 24.3646
O 7.2232 2.708 24.7952
O 11.1222 5.7002 24.2978
O 9.2827 7.1547 25.4325
O 2.2983 8.4613 24.5336
O 6.2167 5.1569 24.5262
O 0.3804 10.3619 24.4479
Si 2.437 8.0822 9.5584
Si 11.0607 6.7885 14.436
Si 0.0083 -5.1344 17.244
Si 4.169 0.8726 23.7617
Si 7.4367 -2.0089 20.3639
Si 8.2903 0.8219 21.2705
Si 1.7206 9.7445 23.7094
Si 10.5192 9.529 14.4473
Si 3.9348 9.8155 11.784
Si 4.9626 16.1864 12.0578
Si 6.9441 1.8137 16.8297
Si 4.6308 7.4785 20.2688
Si 13.2633 8.5741 14.1422
Si 3.7348 1.5144 10.2349
Si 7.932 11.4795 9.8563
Si 1.7307 8.3807 20.8334
Si 2.5381 -5.3987 21.2982
Si 2.2263 4.0176 10.8785
Si 8.2723 4.4053 17.5677
Si 6.956 3.929 23.7303
Si 12.6277 3.6499 18.8644
Si 6.3461 3.1059 10.4117
Si 4.5422 2.9778 18.4478
Si 7.9553 -0.2365 15.0519
Si 10.5243 4.6559 12.295
Si -1.3636 3.1414 22.6018
Si 6.256 7.9398 12.3331
Si 8.5896 9.6598 12.3138
Si 5.5589 2.3329 21.4297
Si 12.0297 4.4201 23.8414
Si 9.8718 2.7117 19.7218
Si 11.2062 5.9508 9.7463
Si -5.3343 5.8839 17.7002
Si -0.854 -2.5892 19.0844
Si 8.0197 10.1201 17.762
Si 4.8189 6.805 14.6952
O 7.647 10.3104 13.5029
O 7.0033 9.5604 18.9074
O 7.8482 8.2069 12.0257
O -1.591 1.1911 20.0589
O 4.5794 5.5086 13.6478
O 7.5324 9.65 16.2528
O -1.4106 -1.3834 18.0993
O 4.87 13.5692 9.9387
O 5.4614 9.2705 11.8108
O 1.2718 7.1254 10.2165
O 7.0863 1.1349 15.3258
O 8.4807 4.2331 23.1823
O 5.6604 6.6349 11.5174
O 1.4945 6.7838 21.1119
O -2.1333 8.012 20.1029
O 10.1474 9.6087 12.8296
O 15.7526 4.4968 17.9519
O 6.0538 8.1432 20.8709
O 2.8308 -0.0202 23.6793
O 3.1523 9.5798 13.178
O 6.0097 3.5301 22.457
O 9.9527 3.5898 21.09
O 2.2535 4.3589 20.2179
O -5.9189 7.0101 18.7353
O 0.5405 -2.0909 19.7996
O 8.6544 10.5429 10.9594
O 11.6594 6.2646 15.8499
O 12.0967 4.2191 12.0762
O 9.63 10.7155 15.16
O 10.3372 5.5958 13.6006
O 0.4304 2.6263 19.0838
O 3.9841 11.4097 11.4459
O 1.3587 7.3864 13.5106
O 12.13 9.5916 14.8259
O 7.213 5.6056 17.9373
O 3.474 -3.2106 14.9633
O 12.0762 4.8536 17.9144
O 10.9925 3.221 23.4103
O 5.9666 18.6407 13.9305
O 2.2242 4.8505 22.7482
O 6.8557 1.5004 20.9417
O 5.3548 -4.6091 16.1448
O 1.4554 -1.6693 22.1774
O -2.1529 3.5534 18.8498
O 9.5787 5.0111 16.8123
O 9.561 3.3543 12.4003
O 4.5151 1.3868 22.2557
O 3.3166 -2.4201 20.2968
O 2.9249 2.763 18.2377
O 3.5706 4.8758 11.2152
O 6.068 4.0488 11.7423
O 10.0155 7.9988 14.8203
O -6.0535 2.8595 20.0453
O 7.8962 11.7677 17.7469
O 7.9759 -0.7912 21.3685
O 4.0746 6.1602 21.1291
O 8.947 1.6001 22.5797
O 2.4224 2.4333 10.6197
O 18.4703 3.3184 16.6006
O 3.083 8.9871 10.6992
O 10.1908 5.4866 10.9117
O 7.153 1.7157 10.6969
O 10.4985 -3.912 18.219
O 5.4462 1.9484 17.5139
H 8.9897 3.2792 13.1843

Results
free energy: -133980.366 eV
free energy less fixed offsets of H -15.97, O -568.88, Si -635.61 eV per atom: -2.436 eV

Forces (eV/angstrom), in the order of the atoms: element, x, y, z
Si -0.0005 0.0007 0.0043
Si -0.0027 0.0015 0.0055
Si -0.0009 -0.0023 0.0046
Si 0.0008 0.0027 0.003
Si 0.003 -0.0023 0.0032
Si 0.0004 0.0006 0.0067
Si -0.0015 0.0002 0.0042
Si -0.0009 -0.0003 0.002
Si 0.0014 0.0006 -0.0014
Si 0.0004 -0.0006 -0.0008
Si 0.001 0.0007 -0.0009
Si -0.0021 -0.0018 -0.0009
Si 0.0001 0.0007 -0.001
Si -0.0008 0.0002 -0.0013
Si 0.0007 -0.0003 -0.0009
Si 0.0002 0.0003 -0.0001
Si -0.0005 0.0002 0.0006
Si -0.0004 0.0005 0.0005
Si 0.0004 -0.0004 0.0004
Si -0.0001 -0.0001 0.0007
Si -0.0009 -0.0005 0.0005
Si 0.0007 0.0002 0.0002
Si 0.0005 -0.0002 0.0005
Si -0.0002 0.0003 0.0001
Si -0.0714 -0.1608 -0.2877
Si 0.3097 0.4755 -0.0114
Si -0.0236 -0.1628 -0.161
Si 0.1517 -0.4202 0.1112
Si -0.3896 -0.1096 0.1549
Si 0.0807 -0.1167 -0.1901
Si 0.4762 0.1232 0.0287
Si 0.0404 -0.2462 0.57
Si 0.1218 0.1516 -0.0467
Si -0.0014 0.0095 0.0105
Si -0.0955 -0.0485 -0.0509
Si 0.0169 0.0796 0.0348
Si -0.0383 0.0431 -0.0113
Si -0.0921 -0.0374 -0.051
Si 0.0001 0.0386 0.0318
Si -0.1343 -0.0382 0.0165
Si 0.0073 -0.0487 0.0099
Si 0.0391 -0.0406 -0.0229
Si 0.017 -0.0067 -0.0263
Si -0.0028 -0.0386 -0.0163
Si 0.0519 0.0259 -0.028
Si 0.0823 -0.0199 -0.0034
Si 0.0008 -0.0568 -0.0257
Si 0.0089 -0.0077 -0.0345
Si 0.0182 -0.0147 -0.01
Si -0.0654 0.0461 0.0116
Si -0.0255 0.0331 0.0223
Si -0.0347 0.0222 0.0411
Si -0.0679 0.058 0.0055
Si 0.017 -0.0063 -0.0004
Si -0.0289 -0.0249 0.04
Si -0.0245 0.0663 0.0164
Si -0.0609 -0.0953 0.0379
Si 0.0607 -0.0933 -0.0451
Si 0.083 -0.0217 -0.0065
Si 0.0934 0.0414 0.048
Si -0.0429 -0.0781 -0.0061
Si -0.1118 -0.0216 0.013
Si 0.1645 0.1629 0.0248
Si 0.0517 -0.0872 -0.0218
Si -0.0581 0.483 -0.5907
Si 0.0697 0.0899 0.0948
Si -0.0894 0.2396 -0.0905
Si -0.064 0.0503 0.3155
Si -0.181 -0.156 0.0996
Si -0.1196 0.1677 0.2862
Si 0.2777 -0.0038 0.0189
Si -0.4122 -0.2646 -0.4111
Si -0.0042 0.0004 0.0003
Si -0.002 0.0027 0.0005
Si 0.0017 -0.0018 -0.0016
Si -0.0023 0.0013 0.0028
Si -0.0007 0.002 -0.0042
Si 0 0.0006 -0.0002
Si 0.0025 0.0041 -0.002
Si 0.0017 0.0063 -0.0025
Si -0.0048 0 0.0017
Si 0.0005 0.001 -0.0016
Si 0.0068 0.0018 0.0027
Si -0.0019 0.0038 0.0035
Si 0.0005 -0.0048 0.0062
Si 0.0039 -0.0013 0.0012
Si 0.0009 -0.0016 0.0032
Si 0.0019 -0.0027 0.0029
Si 0.0002 0.0044 -0.0038
Si -0.0033 -0.0024 -0.002
Si -0.0098 0.0172 -0.0179
Si -0.0036 -0.0001 -0.0103
Si -0.0082 0.0065 0.0086
Si 0.0009 -0.0002 -0.0042
Si 0.0075 -0.0095 0.055
Si 0.0007 -0.0057 0.0043
O -0.0001 0.0007 0.0004
O 0.004 -0.0035 0.0009
O 0.0077 -0.0134 0.0142
O -0.0015 0.0016 -0.0022
O 0.0026 -0.005 -0.001
O 0.0133 -0.0124 -0.0085
O 0.0012 -0.0015 0.0004
O 0.0017 -0.0015 0.001
O -0.0028 -0.0048 -0.0145
O 0.0001 -0.0057 -0.012
O 0.0006 0.0002 -0.0002
O -0.0014 -0.0004 -0.0002
O -0.0003 0.004 -0.0019
O -0.0061 0.007 -0.0002
O 0.0012 -0.0005 0.0068
O 0.0039 -0.0068 0.0032
O -0.001 0.0013 0.0012
O -0.0001 0.0006 -0.0012
O -0.0008 0.0004 0.0001
O -0.0004 0.0006 0.0014
O -0.0021 0.0022 0.0013
O -0.0002 0.0001 0.0003
O 0.0005 -0.0003 -0.0011
O 0.0004 -0.0001 0.0001
Si 0.0025 0.0308 -0.0126
Si -0.0002 -0.0005 0.0014
Si -0.0013 0.0003 0.0013
Si 0.0008 -0.0013 0.0015
Si -0.0002 0.0008 0.002
Si -0.0002 0.0004 0.0003
Si 0 0 0.0008
Si -0.0012 0.0001 0.0009
Si -0.0045 -0.0059 -0.0079
Si 0.0012 0.0026 0.0005
Si -0.0005 0.0001 0.0015
Si -0.0008 0.0002 0.001
Si -0.0004 -0.0003 -0.0009
Si 0.0029 -0.0039 -0.0013
Si 0.0042 -0.0003 -0.0032
Si 0.0003 -0.0007 0.0004
Si -0.0003 0.0009 0
Si 0.006 0.0022 0.0202
Si -0.0001 -0.0004 0.0016
Si 0.0001 0 0.0008
Si 0.0002 0.0004 0.0018
Si -0.0003 -0.0012 -0.0032
Si -0.0001 -0.0002 0.0016
Si -0.0012 0.0001 0.0018
Si -0.0019 0.0039 -0.0009
Si -0.0002 -0.0003 -0.0002
Si 0.0001 -0.0017 -0.0009
Si -0.0008 0.0015 -0.0013
Si 0.0004 -0.0002 -0.0001
Si -0.0003 0.0004 0.0008
Si 0.0002 0.0003 0.0013
Si -0.0123 0.0129 0.0071
Si -0.0005 -0.0004 0.0019
Si 0.0002 0 0.0015
Si -0.0004 -0.0003 0.0013
Si 0.0001 -0.0004 0.0023
O 0.0004 -0.0002 0.0004
O 0 0 0.0004
O -0.0012 0.0002 0.0013
O -0.0001 0.0002 0.0007
O -0.0003 0.0002 0
O 0.0005 0.0007 -0.0006
O -0.0001 0.0006 0.0003
O 0.0002 0.0008 0.0019
O -0.0033 0.0017 0.0024
O -0.0004 0.0016 -0.0071
O 0.0004 -0.0001 0.0002
O 0.0002 0.0001 0.0015
O -0.0001 -0.0007 0.0013
O -0.0002 0.0004 0.0008
O 0 -0.0004 0.0003
O 0.0003 -0.0003 0.0023
O 0.0008 0.0014 0.0012
O 0 0.0001 0.0004
O 0 0.0005 0.0011
O -0.0005 0.0001 0.0006
O -0.0004 0.0001 0.0016
O -0.0001 0.0001 0.0004
O -0.0006 -0.0004 0.0004
O 0 -0.0003 -0.0003
O -0.0007 0.0003 0.0006
O -0.0015 0.001 -0.0001
O 0.0002 0.0002 -0.0005
O 0.0068 -0.003 -0.0026
O 0.0009 -0.0002 0.0002
O 0.0017 -0.0005 0.0002
O -0.0002 -0.0001 0.0001
O 0.0004 -0.0022 0.0017
O 0.0006 0.0009 0.0007
O 0.0013 0.0004 -0.0006
O -0.0002 0 0.0002
O -0.0003 0.0008 -0.0002
O -0.0001 0.0005 0.0001
O -0.0002 -0.0005 0.0008
O 0.0003 0.0003 0
O 0.0002 -0.0003 0.0013
O 0.0001 -0.0001 0.001
O -0.0008 0.0004 -0.0014
O -0.0001 0.0001 0.001
O -0.001 0.0012 -0.0002
O 0.0005 0 -0.0001
O -0.1147 -0.013 0.1459
O 0.0004 0.0002 0
O 0.0006 0 0.0013
O -0.0005 0.0002 0.0006
O 0.0015 -0.0046 -0.0016
O -0.0001 -0.0004 0.0007
O -0.0004 0.0006 0.0008
O -0.0003 0.0003 0.0007
O 0 -0.0001 0.0007
O -0.0004 0 0.0006
O 0.0006 0.0003 0.0009
O 0.0001 -0.0004 0.0014
O -0.0012 0.0019 -0.0017
O 0.0002 0.0001 0.0008
O -0.0022 -0.0089 -0.0088
O 0.0015 -0.0012 0.0019
O -0.0018 0.0013 0.0015
O 0.0002 -0.0001 -0.0001
O 0.0007 -0.0002 0.0007
H 0.1112 0.0107 -0.1434

The program warned: the cutoff lies below the one the program advises for these potential files; the exchange-correlation potential is rough where the density is thin.
